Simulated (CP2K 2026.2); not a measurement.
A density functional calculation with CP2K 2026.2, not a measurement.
Periodic cell of 504 atoms, Si360O144, from a study of silicon, its oxide and their interface. The atomic structure is a simulated model.
Doubt: the forces sum to 1.16 eV/angstrom along one axis rather than to zero, so they err by at least 0.0023 eV/angstrom per atom on average; the grid cutoff is modest.

Settings
functional: PBE
method: Gaussian and plane waves
basis set: DZVP-MOLOPT-SR-GTH
pseudopotentials: GTH-PBE
grid cutoff: 350 Ry, relative cutoff 50 Ry
k points: Gamma only
occupations: fixed
spin: none
net charge: 0

Cell vectors (angstrom)
a	16.32	0	0
b	0	16.32	0
c	-6.1315	-3.6015	34.0341

Atoms and the computed forces on them: element, x, y, z (angstrom), force x, y, z (eV/angstrom)
Si	1.648	14.859	0.062	-0.145	0.08	-0.259
Si	-1.831	-2.414	33.909	0.047	0.139	0.004
Si	1.138	4.145	0.168	0.006	0.088	-0.262
Si	3.718	7.067	0.186	0.139	-0.161	-0.37
Si	1.501	9.307	0.011	0.015	0.127	-0.36
Si	-2.322	8.988	34.032	0.023	-0.26	-0.44
Si	6.426	15.217	0.081	0.192	-0.075	-0.188
Si	9.4	1.59	0.014	-0.014	0.018	-0.209
Si	7.197	3.832	0.028	-0.172	0.153	-0.285
Si	9.313	6.88	0.276	0.059	-0.005	-0.22
Si	0.934	5.421	34.004	-0.199	0.12	-0.456
Si	9.894	11.808	0.158	-0.147	0.142	-0.423
Si	12.38	14.66	0.147	-0.05	-0.003	-0.221
Si	14.517	1.608	0.1	0.017	-0.146	-0.365
Si	12.482	3.981	0.184	0.045	0.034	-0.134
Si	15.308	6.423	0.064	-0.206	0.098	-0.338
Si	12.224	9.727	0.191	0.02	-0.164	-0.375
Si	14.753	12.654	0.14	0.119	0.024	-0.36
Si	2.801	0.066	1.392	0.086	-0.036	-0.248
Si	5.483	2.72	1.287	0.144	-0.07	-0.272
Si	2.689	5.375	1.458	-0.063	0.12	-0.172
Si	5.418	8.116	1.423	-0.04	0.066	-0.122
Si	2.683	10.929	1.307	0.035	0.034	-0.222
Si	5.35	13.65	1.44	-0.01	0.012	-0.116
Si	8.163	0.003	1.322	-0.172	0.043	-0.275
Si	10.863	2.775	1.439	0.01	0.013	-0.237
Si	8.109	5.387	1.575	0.026	0.019	-0.243
Si	10.978	8.113	1.445	-0.122	0.081	-0.277
Si	8.124	10.752	1.3	0.094	-0.082	-0.135
Si	10.889	13.483	1.5	0.012	-0.086	-0.188
Si	13.486	-0.002	1.458	0.022	-0.107	-0.182
Si	-0.093	2.634	1.436	-0.148	0.056	-0.134
Si	13.714	5.418	1.528	0.053	0.037	-0.253
Si	-0.014	8.143	1.37	-0.035	-0.133	-0.124
Si	13.705	10.964	1.472	-0.063	0.156	-0.152
Si	0.004	13.776	1.448	0.132	-0.049	-0.214
Si	1.358	1.342	2.757	0.015	-0.009	0.052
Si	4.119	4.037	2.743	0.024	-0.006	-0.03
Si	1.34	6.788	2.806	-0.029	-0.023	0.106
Si	4.09	9.588	2.725	-0.039	0.016	0.073
Si	1.326	12.268	2.74	0.001	-0.006	0.049
Si	4.062	15	2.84	-0.053	0.007	0.198
Si	6.814	1.365	2.759	0.05	-0.002	-0.069
Si	9.541	4.091	2.869	0.085	-0.028	0.188
Si	6.704	6.746	2.851	-0.032	-0.017	0.158
Si	9.512	9.47	2.782	0.027	-0.067	0.064
Si	6.786	12.205	2.675	0.055	-0.019	-0.049
Si	9.475	14.921	2.728	0.031	0.032	0.033
Si	12.152	1.345	2.825	-0.05	0.083	0.124
Si	14.98	4.017	2.895	0.023	-0.031	0.16
Si	12.31	6.789	2.828	0	-0.041	0.092
Si	14.996	9.52	2.781	0.047	-0.089	0.033
Si	12.288	12.221	2.883	0.028	-0.001	0.212
Si	14.96	15.065	2.838	-0.046	0.047	0.088
Si	0.029	0.036	4.211	-0.079	-0.037	0.001
Si	2.728	2.707	4.126	0.011	-0.007	-0.003
Si	0.015	5.423	4.23	-0.008	0.04	-0.112
Si	2.737	8.186	4.132	-0.009	-0.062	-0.123
Si	0.021	10.883	4.155	0.054	0.038	0.012
Si	2.691	13.597	4.166	0.005	0.071	-0.077
Si	5.464	0.013	4.184	0.01	0	-0.08
Si	8.163	2.705	4.193	-0.065	-0.012	-0.091
Si	5.388	5.381	4.208	0.06	0.064	0.045
Si	8.135	8.115	4.172	0.1	0.065	-0.087
Si	5.45	10.903	4.13	-0.078	-0.045	0.015
Si	8.129	13.558	4.097	0.009	0.016	0.058
Si	10.81	-0.047	4.167	0.038	0.061	-0.015
Si	13.557	2.676	4.219	0.051	0.035	-0.092
Si	10.923	5.45	4.207	-0.011	-0.062	0.014
Si	13.635	8.179	4.18	-0.042	-0.016	0.043
Si	10.874	10.844	4.194	-0.042	-0.001	-0.096
Si	13.635	13.636	4.206	-0.058	-0.055	-0.039
Si	1.355	-1.377	16.556	-0.019	-0.002	0.05
Si	4.065	1.34	16.554	0.021	-0.001	0.043
Si	1.344	4.057	16.574	0.029	0.023	0.05
Si	4.104	6.806	16.533	-0.045	-0.04	0.025
Si	1.373	9.528	16.538	-0.008	0.014	0.031
Si	4.087	12.236	16.56	0.018	0.01	0.057
Si	6.794	-1.375	16.528	0.029	-0.017	0.009
Si	9.54	1.352	16.531	0.004	0.014	0.014
Si	6.799	4.07	16.542	-0.028	0.009	0.044
Si	9.51	6.783	16.535	-0.027	-0.003	0.055
Si	6.785	9.509	16.521	0.008	0.044	0.01
Si	9.546	12.259	16.519	-0.011	-0.024	0.024
Si	12.242	-1.36	16.541	-0.001	0.047	0.046
Si	-1.336	1.354	16.554	0.002	-0.046	0.05
Si	12.247	4.079	16.507	-0.004	-0.002	0.032
Si	-1.353	6.798	16.551	0.006	0.019	0.042
Si	12.249	9.507	16.54	0.009	-0.04	0.045
Si	-1.352	12.225	16.544	-0.015	-0.01	0.041
Si	2.685	-0.001	17.945	0.015	-0.039	-0.018
Si	5.451	2.688	17.91	-0.058	0.071	0.054
Si	2.742	5.441	17.887	0.071	-0.004	0.098
Si	5.452	8.155	17.937	0.046	0.009	-0.035
Si	2.76	10.843	17.941	-0.086	0.015	-0.005
Si	5.414	13.638	17.937	0.038	-0.058	0.103
Si	8.21	-0.061	17.876	-0.098	0.03	-0.016
Si	10.882	2.751	17.888	0.04	-0.038	0.097
Si	8.126	5.451	17.931	0.094	-0.006	0.009
Si	10.902	8.116	17.899	-0.004	0.067	0.052
Si	8.149	10.906	17.834	-0.039	-0.047	0.062
Si	10.895	13.605	17.936	-0.016	-0.012	0.005
Si	-2.713	0.001	17.911	0.003	-0.001	0.072
Si	-0.004	2.693	17.99	-0.014	-0.017	-0.029
Si	-2.712	5.406	17.904	-0.09	0.009	-0.005
Si	-0.014	8.205	17.906	0.057	-0.064	0.1
Si	-2.739	10.891	17.923	0.095	0.004	0.026
Si	0.03	13.545	17.932	-0.034	0.089	0.069
Si	1.346	1.317	19.385	-0.002	-0.023	-0.025
Si	4.073	4.053	19.291	-0.04	-0.009	-0.012
Si	1.423	6.872	19.228	-0.018	0.13	-0.194
Si	4.161	9.538	19.339	-0.01	0.015	0.021
Si	1.403	12.18	19.332	-0.02	0.017	-0.033
Si	4.002	-1.358	19.349	-0.037	-0.055	-0.038
Si	6.833	1.271	19.211	0.055	-0.044	-0.168
Si	9.505	4.091	19.28	-0.038	0.022	-0.1
Si	6.762	6.79	19.345	-0.014	-0.048	-0.03
Si	9.477	9.507	19.171	-0.021	0.015	-0.222
Si	6.86	12.298	19.254	0.099	0.08	-0.093
Si	9.573	-1.339	19.328	0.021	0.03	0.004
Si	12.283	1.44	19.272	0.054	0.064	-0.059
Si	-1.387	4.075	19.331	-0.01	-0.041	-0.016
Si	12.253	6.732	19.301	-0.012	0.01	0.011
Si	-1.391	9.55	19.32	-0.058	-0.02	-0.106
Si	12.213	12.223	19.326	0.047	-0.013	-0.064
Si	-1.389	-1.432	19.269	-0.05	-0.087	-0.125
Si	-0.066	-0.106	20.671	-0.054	-0.022	0.166
Si	2.699	2.722	20.735	0.076	0.101	0.298
Si	0.03	5.513	20.513	0.105	0.019	0.194
Si	2.793	8.18	20.692	-0.016	-0.119	0.081
Si	0.006	10.865	20.724	0.011	-0.029	0.239
Si	2.701	13.529	20.784	0.045	0.011	0.085
Si	5.437	0.019	20.618	0.004	0.009	0.178
Si	8.198	2.603	20.55	0.115	0.042	0.297
Si	5.428	5.385	20.727	-0.095	-0.057	0.296
Si	8.173	8.192	20.605	-0.033	0.087	0.174
Si	5.547	10.959	20.648	0.043	0.002	0.187
Si	8.217	13.638	20.712	-0.047	-0.082	0.271
Si	10.97	0.066	20.63	-0.048	0.097	0.341
Si	-2.744	2.776	20.795	-0.045	-0.076	0.141
Si	10.844	5.42	20.714	-0.015	0.03	0.217
Si	-2.751	8.146	20.665	0.059	0.042	0.272
Si	10.76	10.852	20.572	-0.02	-0.063	0.19
Si	-2.733	13.542	20.722	-0.013	0.167	0.188
Si	0.934	-1.783	22.023	0.141	0.114	0.287
Si	4.388	1.611	22.008	-0.167	-0.035	0.312
Si	1.457	4.375	21.955	0.03	-0.034	0.075
Si	3.755	6.491	22.046	0.228	0	0.299
Si	1.269	9.346	22.046	0.01	0.109	0.356
Si	4.488	12.531	22.05	-0.122	-0.062	0.321
Si	6.617	-1.475	21.985	-0.007	0.034	0.287
Si	9.82	1.621	22.017	-0.173	-0.167	0.055
Si	6.662	3.706	21.902	0.008	0.002	0.234
Si	9.632	7.006	22.005	0.067	0.042	0.282
Si	7.159	9.834	21.953	-0.085	-0.116	0.262
Si	9.362	12.037	22.081	0.068	0.045	0.268
Si	-3.817	-1.091	21.997	-0.006	0.035	0.062
Si	-1.601	1.089	22.011	-0.011	-0.147	0.09
Si	11.963	3.929	22.19	-0.029	0.1	0.232
Si	-0.976	7.107	21.884	-0.326	-0.122	0.278
Si	11.795	9.215	21.871	0.145	-0.152	0.208
Si	-1.257	12.315	22.121	-0.001	-0.048	0.317
Si	7.465	9.204	29.182	-0.096	-0.004	-0.276
Si	9.135	8.744	26.567	0.045	-0.066	0.368
Si	5.307	-2.511	27.104	0.02	0.061	0.291
Si	0.974	5.434	28.153	0.117	0.058	-0.163
Si	1.786	10.191	25.116	-0.205	-0.031	0.589
Si	1.596	10.799	31.473	-0.206	0.027	-0.755
Si	4.581	2.275	27.149	0.189	0.025	0.3
Si	0.641	1.196	31.05	0.256	-0.203	-0.62
Si	4.37	12.364	31.925	0.202	0.062	-0.451
Si	5.177	7.15	29.51	0.128	0.092	-0.361
Si	-4.621	-0.13	29.097	-0.154	0.2	-0.35
Si	4.943	2.263	32.144	-0.04	-0.15	-0.468
Si	0.929	12.696	29.329	-0.061	0.038	-0.197
Si	0.258	8.093	26.845	-0.052	0.06	0.281
Si	-5.268	11.961	31.158	0.126	-0.221	-0.655
Si	8.667	0.289	29.722	0.087	0.018	-0.346
Si	-4.018	-1.984	26.8	0.157	0.075	0.305
Si	-3.526	11.954	28.68	0.007	0.044	-0.089
Si	-1.339	3.805	26.653	-0.061	0.19	0.458
Si	6.527	9.272	24.888	0.074	0.119	0.564
Si	-2.793	10.42	24.145	-0.066	-0.011	0.448
Si	0.7	6.185	31.034	0.171	0.003	-0.512
Si	5.094	6.747	24.83	-0.165	-0.086	0.662
Si	-2.033	9.52	28.443	0.084	-0.062	-0.194
Si	-3.307	-0.585	31.794	-0.08	0.03	-0.474
Si	6.994	0.201	26.963	-0.332	-0.009	0.378
Si	2.924	8.299	31.24	0.076	-0.301	-0.592
Si	6.408	4.964	31.504	-0.042	0.164	-0.711
Si	2.869	-1.587	28.909	0.047	0.039	-0.098
Si	8.71	-2.573	31.079	-0.119	0.258	-0.649
Si	0.179	2.648	24.133	-0.072	0.093	0.363
Si	3.462	1.147	29.798	-0.165	-0.285	-0.486
Si	9.726	9.051	31.27	-0.143	0.042	-0.577
Si	-3.737	5.334	25.093	-0.117	0.107	0.619
Si	3.927	5.226	27.287	-0.046	-0.152	0.296
Si	-4.334	10.042	26.766	-0.247	-0.334	0.473
Si	4.512	11.58	25.047	0.112	0.04	0.527
Si	7.909	5.359	24.133	0.156	-0.04	0.401
Si	8.57	3.103	30.98	0.385	-0.186	-0.668
Si	10.642	-2.408	24.266	0.134	-0.103	0.371
Si	10.676	4.386	29.119	-0.08	-0.043	-0.26
Si	1.414	-1.147	24.985	-0.178	-0.282	0.758
Si	-1.835	7.48	24.653	0.027	-0.104	0.659
Si	6.354	12.178	29.575	0.137	-0.192	-0.499
Si	8.396	-0.187	24.239	-0.118	0.18	0.242
Si	-1.205	-1.344	26.383	-0.069	-0.099	0.272
Si	9.702	5.561	26.506	0.084	0.167	0.451
Si	-1.838	7.903	31.112	-0.161	0.089	-0.585
Si	-4.693	6.672	31.104	0.022	-0.021	-0.622
Si	2.99	1.21	24.725	0.247	0.024	0.732
Si	-1.911	2.276	31.368	-0.222	0.267	-0.605
Si	-3.233	2.64	28.785	-0.185	0.146	-0.264
Si	0.038	-1.015	28.953	-0.011	0.098	-0.238
Si	0.633	12.623	26.315	-0.133	0.104	0.39
Si	1.359	14.954	5.565	-0.031	-0.048	-0.031
Si	4.079	1.364	5.542	0.008	-0.039	-0.062
Si	1.393	4.057	5.557	0.009	0.069	-0.039
Si	4.057	6.798	5.54	-0.034	-0.003	-0.021
Si	1.378	9.524	5.536	0.013	0.024	-0.051
Si	4.081	12.245	5.526	0.032	0.017	-0.05
Si	6.809	14.927	5.524	-0.029	0.035	-0.051
Si	9.5	1.331	5.566	-0.036	-0.044	-0.028
Si	6.793	4.059	5.565	0.022	-0.01	-0.031
Si	9.522	6.789	5.559	-0.015	0.011	-0.031
Si	6.788	9.516	5.523	0.011	0.004	-0.05
Si	9.496	12.233	5.524	0.063	-0.022	-0.07
Si	12.22	14.958	5.555	0.03	0.015	-0.045
Si	14.957	1.354	5.581	0.028	0.053	-0.007
Si	12.239	4.068	5.589	-0.014	-0.006	-0.018
Si	14.966	6.804	5.569	0.023	-0.043	-0.027
Si	12.249	9.504	5.564	-0.038	-0.019	-0.027
Si	14.981	12.239	5.551	-0.023	-0.001	-0.046
Si	2.728	-0.005	6.921	0.012	0.002	0.007
Si	5.433	2.707	6.934	-0.005	0.02	0.023
Si	2.723	5.437	6.933	-0.02	0.005	0.007
Si	5.433	8.154	6.905	0.016	-0.014	-0.004
Si	2.734	10.88	6.912	-0.004	-0.025	0
Si	5.439	13.593	6.91	-0.018	0.009	0.005
Si	8.147	-0.035	6.926	0.034	0.01	0.017
Si	10.865	2.699	6.936	0.023	0.019	-0.001
Si	8.157	5.427	6.927	0.025	-0.011	0.001
Si	10.881	8.149	6.932	0.009	0.002	0.006
Si	8.148	10.871	6.906	-0.005	-0.001	0.006
Si	10.863	13.583	6.914	-0.006	0.008	-0.005
Si	13.588	-0.012	6.936	0.003	-0.015	-0.002
Si	0.012	2.717	6.933	-0.041	-0.002	0.007
Si	13.608	5.437	6.942	-0.011	0.008	0.001
Si	0.016	8.166	6.922	-0.005	-0.018	0.008
Si	13.609	10.878	6.92	-0.018	0.021	0.006
Si	0.006	13.593	6.937	0.014	-0.001	0.009
Si	1.367	1.349	8.301	-0.01	-0.002	-0.005
Si	4.082	4.076	8.305	0.028	0.016	0.006
Si	1.361	6.797	8.302	-0.006	-0.012	0.003
Si	4.082	9.513	8.29	-0.009	-0.004	0.002
Si	1.372	12.231	8.297	0.003	0.023	0.001
Si	4.086	14.953	8.293	-0.001	0.007	-0.002
Si	6.793	1.337	8.299	-0.025	-0.026	-0.006
Si	9.512	4.067	8.305	-0.025	-0.015	0.007
Si	6.794	6.796	8.288	0.021	0.015	0.002
Si	9.514	9.518	8.289	0.021	0.001	-0.001
Si	6.794	12.23	8.288	0.008	-0.007	0.002
Si	9.516	14.941	8.301	0.006	0.016	0.001
Si	12.235	1.35	8.309	0.017	0.02	0.006
Si	-1.349	4.076	8.307	0.03	0.031	0.005
Si	12.241	6.793	8.308	-0.019	-0.027	0.007
Si	-1.352	9.519	8.295	0	-0.001	-0.003
Si	12.236	12.231	8.288	0.001	-0.01	-0.003
Si	-1.364	14.948	8.303	-0.034	-0.027	0.007
Si	0.002	-0.01	9.67	0.012	0.012	0
Si	2.723	2.712	9.676	-0.011	0.007	0
Si	0.006	5.436	9.68	-0.026	0.005	0.009
Si	2.725	8.155	9.672	0.004	-0.004	-0.005
Si	0.009	10.874	9.671	-0.01	-0.008	0.001
Si	2.727	13.595	9.669	0.001	-0.01	-0.002
Si	5.437	-0.014	9.678	0.005	0.011	0.004
Si	8.152	2.702	9.673	0.019	0.015	0
Si	5.442	5.437	9.673	-0.005	-0.014	0.005
Si	8.158	8.153	9.664	-0.011	-0.005	-0.004
Si	5.44	10.871	9.667	0.005	-0.001	-0.002
Si	8.155	13.583	9.672	0.009	0.007	0.001
Si	10.876	-0.016	9.675	0.003	-0.011	0.003
Si	13.605	2.713	9.674	-0.011	-0.007	-0.002
Si	10.879	5.428	9.674	0.017	0.009	0.009
Si	13.607	8.156	9.671	-0.002	-0.001	0.004
Si	10.879	10.872	9.666	-0.002	0.004	0.002
Si	13.596	13.586	9.671	0.002	0.017	0.006
Si	1.363	14.952	11.044	-0.012	0.002	0.002
Si	4.08	1.35	11.051	0.003	-0.005	0.001
Si	1.365	4.072	11.052	0.005	-0.001	0
Si	4.081	6.793	11.049	0.006	0.006	0.002
Si	1.363	9.511	11.047	-0.003	0.003	-0.003
Si	4.083	12.232	11.043	0	0.002	0
Si	6.799	14.947	11.048	-0.003	0.003	-0.003
Si	9.519	1.349	11.047	-0.004	-0.001	-0.002
Si	6.795	4.069	11.045	-0.004	0.009	0.001
Si	9.519	6.794	11.04	0.001	-0.012	-0.002
Si	6.8	9.511	11.042	0.012	-0.001	-0.001
Si	9.521	12.229	11.046	0.001	0.001	-0.001
Si	12.241	14.948	11.047	0.001	0.004	0.004
Si	-1.354	1.352	11.046	-0.005	0.001	0.001
Si	12.244	4.072	11.048	0	0.007	0.001
Si	-1.356	6.795	11.051	0.007	-0.005	0.003
Si	12.243	9.516	11.042	-0.005	-0.001	-0.001
Si	-1.355	12.232	11.043	-0.005	-0.012	0.002
Si	2.72	-0.012	12.424	-0.004	0.017	-0.004
Si	5.435	2.713	12.427	0.011	-0.001	0.002
Si	2.723	5.431	12.427	-0.006	-0.007	-0.001
Si	5.441	8.155	12.42	0.004	-0.002	-0.002
Si	2.719	10.877	12.417	0.001	-0.018	-0.005
Si	5.44	13.589	12.422	-0.001	0.002	0.004
Si	8.156	-0.007	12.42	0.016	-0.009	-0.005
Si	10.886	2.707	12.418	-0.005	0.004	0.001
Si	8.161	5.428	12.412	0.003	0.009	-0.008
Si	10.881	8.155	12.414	0.015	0	-0.002
Si	8.161	10.868	12.417	-0.009	-0.006	-0.007
Si	10.883	13.589	12.422	-0.006	0	0.002
Si	13.607	-0.012	12.416	-0.004	0.003	-0.003
Si	0.005	2.711	12.424	-0.004	0.006	-0.002
Si	13.603	5.433	12.423	-0.007	-0.004	0.003
Si	0.009	8.148	12.425	-0.021	0.006	0.002
Si	13.608	10.871	12.419	0.003	0.016	-0.002
Si	0.003	13.594	12.419	0.015	0.007	0
Si	1.362	1.347	13.8	0.006	-0.009	0.003
Si	4.074	4.069	13.807	-0.008	0.014	0.007
Si	1.366	6.788	13.806	0.019	-0.002	-0.002
Si	4.076	9.517	13.789	-0.008	0.033	-0.007
Si	1.365	12.239	13.794	-0.031	0.007	-0.002
Si	4.078	-1.373	13.799	0.019	-0.022	0.002
Si	6.797	1.353	13.798	-0.02	0.018	-0.005
Si	9.519	4.066	13.785	0.018	-0.001	0
Si	6.805	6.79	13.785	-0.003	-0.019	-0.002
Si	9.524	9.514	13.793	-0.015	0.001	-0.003
Si	6.801	12.227	13.789	0.037	-0.006	-0.004
Si	9.521	-1.364	13.787	-0.017	0.028	-0.002
Si	12.256	1.351	13.789	0.01	-0.018	-0.002
Si	-1.352	4.075	13.797	-0.003	0	-0.005
Si	12.24	6.797	13.79	-0.022	0.015	-0.003
Si	-1.351	9.511	13.794	0.022	-0.033	0
Si	12.253	12.233	13.794	-0.001	-0.019	0.003
Si	-1.356	-1.368	13.796	-0.018	0.012	0.002
Si	0.006	-0.015	15.174	-0.001	0.015	-0.007
Si	2.708	2.708	15.185	0.001	-0.003	0.001
Si	0.004	5.428	15.183	-0.014	-0.013	0.009
Si	2.727	8.157	15.17	-0.023	-0.023	-0.01
Si	0.008	10.878	15.163	0.013	0.007	-0.009
Si	2.722	13.59	15.183	0.008	0.015	-0.01
Si	5.432	-0.006	15.17	0.017	0.012	-0.005
Si	8.164	2.71	15.169	0	0	0.008
Si	5.449	5.433	15.163	0.026	0.022	-0.011
Si	8.159	8.151	15.16	0.032	0.016	0.003
Si	5.43	10.878	15.163	-0.019	-0.047	-0.004
Si	8.161	13.594	15.153	-0.039	-0.025	-0.008
Si	10.891	-0.006	15.155	-0.008	-0.016	0.003
Si	-2.701	2.705	15.169	-0.024	0.003	-0.017
Si	10.873	5.434	15.152	0.001	0	-0.008
Si	-2.712	8.15	15.166	-0.003	0.017	0
Si	10.893	10.871	15.163	0.005	0.018	-0.003
Si	-2.712	13.594	15.176	0.032	0.02	-0.008
O	-0.298	-2.552	29.387	0.078	0.026	0.005
O	-0.619	9.125	27.757	0.111	0.107	-0.2
O	4.115	11.801	23.487	-0.373	-0.037	-0.607
O	8.721	-2.734	32.691	0.166	-0.053	0.533
O	-1.6	8.477	32.617	-0.131	0.06	0.517
O	4.853	12.993	25.781	0.134	-0.021	-0.362
O	-0.814	13.375	26.443	0.009	-0.194	0.01
O	7.127	-0.738	23.38	-0.169	-0.132	-0.329
O	4.286	7.129	23.477	-0.378	-0.043	-0.399
O	8.235	10.931	22.622	0.056	0.183	-0.304
O	1.621	1.95	24.315	-0.003	-0.133	-0.069
O	-1.902	11.644	23.523	0.076	0.013	-0.431
O	11.181	5.29	25.91	0.234	-0.068	-0.29
O	2.167	6.865	31.26	0.216	-0.021	0.111
O	10.221	10.57	30.961	0.143	0.15	0.339
O	-0.865	1.683	23.353	-0.146	0.051	-0.178
O	6.438	5.939	24.446	0.112	-0.191	-0.319
O	-2.392	0.738	31.58	0.325	-0.144	-0.039
O	7.674	4.084	23.163	-0.152	0.012	-0.482
O	-0.719	7.272	25.829	-0.34	0.024	-0.359
O	3.215	10.783	25.666	-0.085	0.091	0.036
O	8.423	-1.04	30.621	-0.065	0	0.504
O	-4.484	3.567	28.317	-0.156	-0.154	0.156
O	-2.109	11.155	28.498	0.065	0.172	0.061
O	-4.893	-0.946	27.707	-0.18	-0.173	0.033
O	5.007	12.515	30.423	-0.449	-0.008	0.473
O	3.936	-2.014	27.8	-0.27	0.043	0.106
O	1.88	9.406	30.677	-0.19	0.238	0.207
O	6.955	5.689	32.86	-0.016	0.243	0.42
O	10.265	0.497	29.521	-0.063	0.185	0.23
O	3.537	-0.484	29.896	0.115	0.066	0.072
O	2.361	4.817	27.538	-0.142	-0.067	0.153
O	8.597	3.229	32.598	-0.195	0.167	0.519
O	6.508	9.071	23.273	0.066	0.167	-0.373
O	-2.188	9.021	29.977	0.086	-0.146	0.35
O	1.677	-2.624	25.646	0.042	0.132	-0.415
O	1.514	-0.953	28.206	0.051	0.07	0.033
O	2.983	11.558	31.796	0.062	0.067	0.313
O	5.534	13.719	22.552	0.022	-0.103	-0.533
O	4.374	6.374	28.338	0.003	-0.032	0.023
O	0.617	0.991	32.658	-0.016	-0.198	0.565
O	10.098	12.577	23.488	0	-0.251	-0.411
O	-3.611	1.074	28.713	0.084	-0.196	-0.024
O	-3.529	4.54	33.637	0.256	-0.125	0.317
O	-0.736	12.744	33.42	-0.024	-0.03	0.55
O	0.99	7.04	27.847	0.139	0.097	-0.041
O	0.241	5.611	32.487	0.124	-0.144	0.786
O	6.431	7.976	28.871	0.118	0.091	-0.141
O	1.602	-1.115	23.374	-0.053	0.026	-0.261
O	6.186	-1.196	26.73	-0.113	-0.099	-0.345
O	3.284	8.824	32.733	0.006	0.27	0.57
O	0.48	3.977	23.237	0.117	0.305	-0.36
O	5.98	1.236	32.851	0.062	-0.163	0.069
O	0.892	5.154	29.767	0.096	0.178	0.411
O	-3.894	4.67	23.611	-0.141	-0.343	-0.786
O	2.58	-0.148	25.545	-0.013	0.041	-0.392
O	-3.296	8.979	27.512	-0.033	0.095	-0.178
O	-4.014	10.12	23.136	0.089	0.238	-0.086
O	11.343	13.58	25.723	-0.191	0.093	-0.623
O	5.875	10.709	25.284	0.229	-0.012	-0.266
O	7.353	-0.797	33.622	0.228	-0.115	0.336
O	9.507	8.658	32.832	-0.113	0.074	0.531
O	0.599	11.297	25.387	-0.015	-0.138	-0.426
O	4.819	3.862	27.473	0.151	0.172	0.076
O	-3.953	-0.989	30.328	0.358	-0.233	0.495
O	5.507	2.709	22.588	0.144	0.013	-0.568
O	2.596	5.415	22.576	-0.036	0.103	-0.582
O	8.877	6.45	23.384	0.08	0.038	-0.072
O	4.704	1.75	30.619	0.198	0.408	0.618
O	-1.883	9.072	24.312	0.013	0.154	-0.003
O	5.47	11.571	32.824	0.117	0.012	0.432
O	-3.489	10.784	25.583	0.163	0.387	-0.447
O	0.197	8.148	22.418	-0.061	0.126	-0.286
O	-5.983	1.738	33.62	0.112	-0.219	0.259
O	-3.48	10.064	33.49	-0.116	-0.095	0.566
O	9.174	0.947	23.375	0.074	-0.017	-0.089
O	-1.067	-0.58	27.844	-0.029	0.146	-0.085
O	2.335	-2.875	29.757	0.106	-0.123	0.27
O	-2.421	-1.784	32.474	0.001	-0.237	0.347
O	4.885	7.107	33.646	0.02	0.057	0.449
O	8.55	9.327	27.972	0.104	0.2	0.188
O	-1.752	2.955	32.81	0.144	0.184	0.518
O	6.608	10.581	29.343	-0.065	0.066	0.354
O	-4.52	-0.238	32.823	-0.226	-0.063	0.476
O	7.933	0.09	28.284	-0.052	-0.197	-0.09
O	11.752	-1.682	23.333	0.279	-0.126	-0.304
O	3.84	0.871	23.385	0.252	-0.239	-0.372
O	6.182	12.867	28.105	-0.033	-0.213	-0.085
O	-5.445	8.058	30.685	0.026	0.039	0.352
O	4.143	5.845	25.799	-0.075	0.28	-0.62
O	7.894	0.473	25.643	0.202	0.003	-0.639
O	-0.473	7.211	30.576	-0.117	0.155	-0.175
O	10.867	2.756	22.65	0.131	0.143	-0.539
O	2.06	1.664	30.424	-0.097	0.146	0.324
O	8.096	1.619	30.472	0.042	0.202	0.157
O	10.753	8.106	22.588	0.13	0.031	-0.686
O	3.57	1.626	28.251	-0.055	-0.281	0.059
O	-4.952	12.113	32.746	-0.094	-0.226	0.653
O	3.884	2.164	25.694	-0.352	-0.12	-0.485
O	9.608	4.882	27.989	-0.238	-0.212	0.025
O	5.572	8.126	25.569	-0.006	-0.09	-0.052
O	10.603	9.377	26.246	0.049	0.036	-0.341
O	4.213	8.229	30.25	-0.158	0.211	0.343
O	-0.461	2.977	25.584	0.426	-0.182	-0.203
O	-3.901	12.009	30.258	-0.23	0.075	0.524
O	3.593	2.28	33.044	-0.269	0.054	0.112
O	8.069	9.159	25.414	-0.125	-0.076	-0.252
O	5.993	1.47	27.182	0.028	-0.051	-0.135
O	-2.785	-1.236	25.999	-0.098	0.098	-0.14
O	5.413	3.807	32.058	0.06	0.03	0.373
O	-0.183	13.467	22.688	0.184	0.223	-0.335
O	-3.342	-2.951	27.924	0.25	0.041	-0.247
O	-3.306	6.919	25.104	-0.174	0.242	-0.25
O	1.419	8.875	26.016	0.325	0.282	-0.028
O	-2.71	-0.004	22.622	-0.131	-0.174	-0.327
O	8.604	4.868	25.529	-0.484	-0.096	-0.492
O	4.045	-2.529	32.662	0.152	0.209	0.572
O	-4.733	11.153	27.9	-0.033	0.05	0.052
O	-1.976	2.822	27.779	0.188	-0.028	0.07
O	1.114	12.14	27.804	-0.004	-0.127	0.011
O	8.285	8.843	30.534	-0.088	-0.163	0.524
O	7.404	10.023	33.564	0.003	0.144	0.509
O	-0.443	2.335	30.657	0.027	0.198	0.106
O	0.617	11.567	30.416	0.208	-0.156	0.478
O	7.615	12.794	30.366	0.187	-0.187	0.445
O	9.334	7.138	26.666	-0.19	-0.131	-0.282
O	-0.328	4.812	27.427	-0.241	0.095	-0.203
O	1.84	9.863	23.524	-0.017	-0.189	-0.747
O	10.17	-3.109	30.585	0.078	0.084	0.108
O	9.977	3.427	30.226	-0.138	-0.091	0.176
O	-2.909	3.062	30.335	0.104	0.089	0.458
O	2.142	-0.911	33.498	-0.142	-0.032	0.582
O	2.192	4.414	33.612	-0.103	0.226	0.422
O	-2.57	4.551	25.914	0.029	0.16	-0.062
O	-1.488	6.547	23.359	0.042	-0.194	-0.363
O	7.525	4.276	30.529	-0.282	-0.027	0.321
O	9.388	-1.427	24.566	0.065	0.023	0.203
O	-0.125	-0.66	25.364	-0.007	0.326	-0.411
O	-5.232	6.166	32.556	-0.12	-0.201	0.774
O	-4.992	5.648	29.883	0.202	0.289	0.211
O	0.802	10.638	32.875	-0.207	-0.039	0.183
O	5.638	6.046	30.587	0.035	-0.465	0.397
O	0.124	-0.17	30.316	0.049	0.16	0.269
O	-3.079	6.855	31.161	0.158	-0.238	0.047

Results
total energy: -101659.134 eV
total energy less fixed offsets of O -438.35, Si -107.03 eV per atom: -5.934 eV
